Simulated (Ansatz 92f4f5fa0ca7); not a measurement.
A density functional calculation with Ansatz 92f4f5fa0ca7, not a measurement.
Periodic cell of 215 atoms, Si133O82, from a study of silicon, its oxide and their interface. The atomic structure is a simulated model.

Settings
functional: r2SCAN
potential files: Ansatz PAW
basis: plane waves
wave-function cutoff: 800 eV
density cutoff ratio: 5
exchange-correlation grid ratio: 1
k mesh: 1 x 1 x 1, Gamma-centred
self-consistency stop: 5e-08 eV per atom in the density residual
occupations: fixed
spin: none
net charge: 0

Cell vectors (angstrom)
a  10.938  0  0
b  0  10.938  0
c  0  0  31.1776

Atoms: element, x, y, z (angstrom)
Si  0.4732  10.3497  23.9036
Si  4.9775  0.525  23.5211
Si  3.0442  2.222  23.6453
Si  7.8787  3.2195  23.6113
Si  10.4972  5.9401  24.0948
Si  6.0187  4.9235  23.7395
Si  2.3967  8.7316  23.8841
Si  8.6934  7.539  23.8075
Si  1.4052  1.2596  25.0559
Si  6.8163  1.4241  24.8201
Si  4.1321  3.9859  24.8911
Si  9.5168  4.0903  25.1186
Si  1.4288  6.9268  25.1003
Si  6.8574  6.7266  25.0386
Si  4.1569  9.7303  25.0284
Si  9.5594  9.4296  25.0132
Si  2.7665  0.0026  26.4786
Si  8.1797  0.0021  26.2724
Si  0.0222  2.6969  26.366
Si  5.4891  2.7033  26.3636
Si  2.7915  5.4242  26.3226
Si  8.1915  5.4542  26.4896
Si  0.0017  8.1985  26.4747
Si  5.4808  8.2101  26.3276
Si  4.1018  1.3673  27.7593
Si  9.5708  1.3673  27.7593
Si  1.3673  4.1018  27.7593
Si  6.8362  4.1018  27.7593
Si  4.1018  6.8362  27.7593
Si  9.5708  6.8362  27.7593
Si  1.3673  9.5708  27.7593
Si  6.8362  9.5708  27.7593
Si  0  0  29.1266
Si  5.469  0  29.1266
Si  2.7345  2.7345  29.1266
Si  8.2035  2.7345  29.1266
Si  0  5.469  29.1266
Si  5.469  5.469  29.1266
Si  2.7345  8.2035  29.1266
Si  8.2035  8.2035  29.1266
Si  1.3673  1.3673  30.4938
Si  6.8362  1.3673  30.4938
Si  4.1018  4.1018  30.4938
Si  9.5708  4.1018  30.4938
Si  1.3673  6.8362  30.4938
Si  6.8362  6.8362  30.4938
Si  4.1018  9.5708  30.4938
Si  9.5708  9.5708  30.4938
Si  2.7345  0  0.6835
Si  8.2035  0  0.6835
Si  0  2.7345  0.6835
Si  5.469  2.7345  0.6835
Si  2.7345  5.469  0.6835
Si  8.2035  5.469  0.6835
Si  0  8.2035  0.6835
Si  5.469  8.2035  0.6835
Si  4.1018  1.3673  2.0507
Si  9.5708  1.3673  2.0507
Si  1.3673  4.1018  2.0507
Si  6.8362  4.1018  2.0507
Si  4.1018  6.8362  2.0507
Si  9.5708  6.8362  2.0507
Si  1.3673  9.5708  2.0507
Si  6.8362  9.5708  2.0507
Si  0  0  3.418
Si  5.469  0  3.418
Si  2.7345  2.7345  3.418
Si  8.2035  2.7345  3.418
Si  0  5.469  3.418
Si  5.469  5.469  3.418
Si  2.7345  8.2035  3.418
Si  8.2035  8.2035  3.418
Si  1.3506  1.3855  4.7372
Si  6.797  1.3857  4.9036
Si  4.1421  4.0884  4.7386
Si  9.5363  4.1117  4.8355
Si  1.3774  6.8423  4.7883
Si  6.8013  6.8756  4.7312
Si  4.1144  9.6003  4.8927
Si  9.5238  9.593  4.685
Si  2.6698  0.0898  6.2116
Si  8.1932  -0.1051  6.1825
Si  0.0264  2.7414  6.1595
Si  5.4217  2.846  6.3138
Si  2.8172  5.4754  6.0784
Si  8.0803  5.5036  6.1295
Si  -0.0434  8.2654  6.0189
Si  5.5777  8.2239  6.2493
Si  3.5134  1.9543  7.4448
Si  10.0118  0.8795  7.2687
Si  1.8017  3.795  7.3632
Si  6.2923  4.7682  7.5457
Si  4.4905  6.4901  7.4121
Si  9.2574  7.1635  7.2783
Si  0.7602  10.0789  7.2876
Si  7.4873  8.9682  7.5728
O  6.8321  4.6612  9.1354
O  7.2376  9.2894  9.1956
O  10.0902  6.3707  8.4989
O  0.8051  9.5505  8.8433
O  3.8395  1.4157  8.9795
O  1.2964  4.6312  8.7448
O  9.5009  1.1524  8.8373
O  3.8053  7.0847  8.8131
O  8.2949  7.5332  22.1714
O  8.5211  2.8783  22.0874
O  5.6396  5.5573  22.2505
O  2.1419  2.6461  22.2737
O  10.7763  10.8616  22.4666
O  0.0535  5.368  22.6354
O  3.2611  8.3839  22.4836
O  5.4604  0.0476  21.959
Si  10.7466  5.0838  9.2536
Si  0.8733  9.1833  10.4092
Si  3.7586  7.7392  10.2988
Si  3.1827  8.1764  16.7883
Si  0.1664  8.5013  16.9507
Si  2.2806  3.4947  20.8814
Si  10.6228  8.155  13.9731
Si  8.9396  2.3726  20.583
Si  3.6145  1.0718  13.1555
Si  4.7386  1.4887  10.3263
Si  6.8161  3.7452  10.4949
Si  10.0949  6.7836  11.5736
Si  0.4394  5.933  21.188
Si  8.3702  5.5332  15.7492
Si  4.8376  5.3258  20.8635
Si  4.3845  6.7533  12.9032
Si  8.2267  7.8984  17.8976
Si  5.0124  0.5241  20.4406
Si  7.3824  5.9614  12.6791
Si  10.6737  0.757  11.9818
Si  5.7198  9.8574  17.6908
Si  1.275  1.9139  14.4911
Si  2.9277  7.7824  21.0088
Si  0.4851  2.8244  18.7916
Si  2.6374  9.1748  13.9265
Si  9.4782  2.4049  9.8711
Si  6.0054  3.4776  16.3227
Si  10.3205  10.5748  20.9456
Si  6.2155  3.1606  19.3553
Si  0.4461  4.3703  16.0979
Si  8.2224  10.1433  13.0231
Si  8.978  7.6472  20.691
Si  6.3361  9.7127  10.4955
Si  2.3116  10.4772  19.6553
Si  1.0994  0.4092  17.1358
Si  6.1756  0.6711  15.0085
Si  3.4889  5.3598  15.4832
O  5.8848  0.3332  10.3151
O  7.4347  10.8326  14.2933
O  7.9985  2.6243  10.4981
O  7.1789  9.118  17.6026
O  4.0615  6.7209  20.483
O  5.8789  4.7264  19.7495
O  0.1621  1.4803  17.9244
O  3.9218  6.4936  11.3575
O  3.7285  1.328  11.5715
O  7.9051  7.4758  19.4621
O  8.4512  6.707  11.6661
O  8.021  6.8368  16.6791
O  3.7429  4.1471  21.0275
O  9.2636  9.0192  13.6413
O  0.5299  4.0288  17.6968
O  9.9519  5.1421  15.9205
O  1.2709  4.731  20.5347
O  6.9451  4.599  11.8818
O  7.7983  2.8451  19.5247
O  10.0301  6.4172  20.4334
O  3.7747  6.7183  16.3498
O  10.7168  7.7837  15.5437
O  1.7211  1.035  15.7854
O  9.1816  0.7474  20.563
O  0.1476  10.1074  16.7213
O  0.3399  1.1195  13.4368
O  4.996  8.7838  10.5167
O  5.4384  2.091  20.3094
O  9.8144  3.7653  9.0361
O  9.1334  0.2776  12.2114
O  0.6487  10.564  11.2463
O  6.0187  6.8173  12.9677
O  3.3776  0.4621  20.4592
O  4.5866  4.2076  15.9008
O  1.4257  7.2055  21.2057
O  4.4362  8.835  17.6135
O  1.9466  2.6054  19.5395
O  7.1641  9.5484  11.9101
O  8.0629  5.7239  14.1492
O  3.7851  8.2083  13.3148
O  2.823  8.9507  19.8977
O  -0.1806  5.4864  10.8368
O  1.0912  8.8455  13.5503
O  2.7128  2.2947  13.7899
O  0.3636  3.1358  15.0408
O  9.8475  8.2165  17.952
O  10.6083  6.7658  13.121
O  2.7923  10.6394  13.3139
O  1.6604  7.9885  17.471
O  5.7562  2.9103  17.8257
O  5.6877  -0.0927  16.376
O  5.4032  2.9579  10.4856
O  2.3533  -0.0957  18.0613
O  5.6207  10.6194  19.1606
O  9.6972  9.1085  20.6827
O  1.8946  5.0636  15.7315
O  2.8681  9.1607  15.5304
O  10.2995  3.0295  19.9628
O  -0.3403  8.1543  10.826
O  2.3488  8.5077  10.6222
O  5.0407  0.8062  13.8559
O  3.7534  5.6237  13.8887
O  7.3156  4.4343  16.3175
O  10.5758  2.1015  11.0462
O  6.4703  2.2277  15.3861
O  0.7659  10.6893  20.0938

Results
free energy: -131837.738 eV
free energy less fixed offsets of O -570.45, Si -639.56 eV per atom: 0.642 eV

Forces (eV/angstrom), in the order of the atoms: element, x, y, z
Si  -0.128  0.1879  -0.3253
Si  0.1317  -0.1483  -0.3551
Si  -0.2224  0.1124  -0.2909
Si  0.1463  -0.0929  -0.2983
Si  0.1302  -0.1182  -0.1627
Si  -0.0886  0.2125  -0.3565
Si  0.1577  -0.1507  -0.3281
Si  -0.1422  0.0146  -0.3907
Si  0.0574  -0.0495  0.0187
Si  -0.0557  0.037  0.0205
Si  0.0635  -0.0218  0.0223
Si  -0.011  0.1091  -0.0297
Si  -0.1336  0.0002  0.081
Si  0.0801  -0.0648  0.0135
Si  -0.106  0.0174  0.0311
Si  0.1123  -0.0355  0.05
Si  0.0074  0.0204  0.0073
Si  0.0032  -0.0132  0.015
Si  -0.0226  -0.0124  -0.0155
Si  -0.0099  -0.0018  0.0097
Si  -0.0146  0.0338  0.0245
Si  -0.0077  -0.0289  0.0093
Si  0.0358  0.0089  0.0482
Si  0.0139  -0.0047  -0.012
Si  0.3349  0.2443  0.4452
Si  -0.1508  -0.2468  -0.5382
Si  0.1661  -0.0154  -0.4633
Si  -0.3689  -0.2995  0.4119
Si  0.114  -0.0667  -0.5295
Si  0.087  -0.1536  0.6793
Si  0.0272  0.0839  0.5981
Si  0.0718  0.0952  -0.5892
Si  0.0283  -0.0387  0.0178
Si  -0.0491  0.0674  0.0096
Si  0.108  0.0537  0.0209
Si  -0.0986  -0.0207  -0.0037
Si  -0.0751  0.0671  0.0103
Si  0.0064  -0.0454  0.023
Si  -0.1237  -0.0139  -0.0057
Si  0.0984  0.0075  -0.0013
Si  -0.05  0.0206  -0.0056
Si  0.0777  -0.0644  -0.0196
Si  -0.0741  0.0691  0.0167
Si  0.0742  -0.0193  -0.0346
Si  0.0487  -0.0599  -0.02
Si  -0.013  0.0053  -0.0003
Si  0.0375  -0.0516  -0.0345
Si  -0.0033  0.019  0.0107
Si  0.0056  -0.0227  -0.0135
Si  -0.0445  0.0531  0.0198
Si  -0.0449  0.034  0.029
Si  0.0176  -0.0202  -0.0089
Si  -0.0545  0.066  0.0319
Si  0.0784  -0.0372  -0.0069
Si  0.0115  -0.0461  0.0044
Si  -0.0638  0.055  0.0237
Si  -0.0513  0.0125  -0.02
Si  0.0641  -0.0776  -0.0269
Si  0.0263  -0.0114  0.01
Si  -0.0083  0.0786  -0.0046
Si  0.0326  -0.0557  -0.0221
Si  -0.0431  0.01  -0.0179
Si  0.0115  0.0722  0.0143
Si  0.085  -0.0831  -0.0196
Si  -0.0945  0.1953  -0.5285
Si  -0.1155  0.196  0.6751
Si  0.1381  -0.0466  -0.3427
Si  -0.1356  -0.1742  0.6161
Si  -0.1495  -0.0453  0.3337
Si  0.023  0.0974  -0.5047
Si  0.3029  0.2118  0.4595
Si  -0.237  -0.0956  -0.7603
Si  0.0045  0.0125  -0.016
Si  0.0129  -0.0298  -0.0037
Si  -0.0231  0.0473  -0.0121
Si  -0.0047  0.0073  0.0128
Si  0.0045  0.0065  -0.005
Si  0.0155  -0.0088  -0.0059
Si  -0.0042  0.0266  -0.0061
Si  0.0118  -0.0299  -0.0254
Si  -0.065  0.058  -0.0191
Si  0.1114  -0.0154  -0.0254
Si  0.0396  -0.0574  -0.0356
Si  -0.0771  0.0415  -0.005
Si  0.0192  -0.0548  -0.0109
Si  -0.0198  0.0759  -0.0212
Si  -0.0533  0.0384  -0.0143
Si  0.0192  -0.097  -0.015
Si  0.1129  -0.1806  0.3878
Si  -0.1832  0.0863  0.3734
Si  -0.152  0.2326  0.2589
Si  0.1752  -0.0513  0.3655
Si  -0.1563  0.1458  0.2519
Si  0.1804  -0.1724  0.2368
Si  0.0414  -0.1544  0.3217
Si  -0.0594  0.105  0.4043
O  -0.1032  -0.2448  0.0049
O  -0.2058  0.0316  -0.0732
O  0.0019  -0.1689  -0.0408
O  0.0267  -0.0061  0.0641
O  0.1996  0.1577  -0.0123
O  -0.339  -0.0854  -0.1953
O  0.1382  0.3157  -0.0501
O  0.15  0.0886  0.094
O  0.2962  0.0399  0.047
O  -0.053  -0.0437  -0.0133
O  -0.1852  -0.2438  -0.0675
O  0.2694  0.1389  -0.0977
O  -0.0073  -0.1891  -0.1065
O  -0.1028  0.1313  -0.0484
O  -0.2588  -0.0927  -0.1703
O  -0.2887  0.2888  0.0137
Si  -0.0255  -0.0293  0.102
Si  -0.0243  0.0614  0.0336
Si  0.019  -0.0893  0.0805
Si  0.0866  -0.0028  0.0227
Si  -0.0901  -0.0202  0.026
Si  -0.0121  0.007  -0.0831
Si  0.0515  -0.1292  0.0207
Si  -0.0035  -0.0091  -0.1585
Si  -0.0566  -0.0786  -0.0986
Si  -0.0637  0.0366  0.0703
Si  -0.0473  -0.0651  0.0603
Si  0.0148  -0.0488  0.0385
Si  -0.0587  -0.0057  -0.2208
Si  -0.012  0.0027  0.0596
Si  0.0436  -0.0256  -0.0264
Si  -0.0091  -0.0052  -0.0643
Si  -0.0215  0.0134  0.0344
Si  -0.0778  0.0545  0.0133
Si  -0.0325  0.0183  -0.0152
Si  0.0021  0.0231  0.0139
Si  -0.0107  -0.0417  -0.011
Si  -0.0029  0.0236  0.006
Si  -0.0118  0.0936  -0.0695
Si  0.0211  -0.0308  -0.0032
Si  0.0037  0.1446  -0.0809
Si  -0.0269  0.0063  0.0443
Si  0.0507  -0.0597  0.0339
Si  0.0104  0.005  -0.0674
Si  0.0274  -0.0003  -0.0502
Si  -0.0333  0.0297  -0.0124
Si  -0.016  0.0292  -0.0414
Si  -0.0361  -0.063  -0.0867
Si  0.0053  0.0266  0.0403
Si  0.0393  -0.0765  -0.0116
Si  0.0132  -0.0214  -0.0468
Si  -0.0233  0.0907  -0.0266
Si  0.0094  0.0217  -0.0259
O  -0.2114  -0.1123  0.0646
O  -0.1246  0.0028  -0.1859
O  0.1045  0.2791  -0.2219
O  -0.111  -0.1371  0.1085
O  -0.1369  -0.1565  0.3024
O  -0.2412  -0.3315  0.2438
O  0.4189  0.0632  0.0204
O  0.1373  0.5175  0.1682
O  0.3246  -0.0539  0.0952
O  0.4417  0.2059  -0.0991
O  0.204  -0.1683  0.2873
O  0.2095  -0.0345  0.0835
O  -0.0505  0.1723  -0.0854
O  0.1478  0.0329  -0.1029
O  -0.0239  -0.3128  -0.1236
O  -0.0558  -0.0702  0.0002
O  0.1506  -0.0714  0.2118
O  0.0917  0.1849  -0.187
O  -0.1825  -0.0789  0.2883
O  0.123  0.2167  0.2933
O  -0.2855  0.0275  -0.2048
O  0.087  0.3356  -0.0651
O  -0.3264  0.0422  0.0246
O  0.2778  0.1758  0.1245
O  0.3706  -0.1457  0.1839
O  0.1425  0.0788  -0.1166
O  0.0218  -0.0483  -0.0664
O  0.0911  -0.1387  -0.2055
O  0.1597  -0.018  0.2927
O  0.198  -0.197  0.164
O  -0.224  -0.0748  0.0161
O  -0.0856  -0.276  -0.1211
O  0.1664  -0.2204  -0.2194
O  0.1042  0.134  -0.0128
O  0.2527  -0.0763  0.0127
O  -0.0112  0.15  -0.21
O  -0.3497  0.2675  0.1675
O  0.0591  0.2071  -0.0707
O  -0.1134  0.043  -0.0131
O  -0.1969  -0.1395  0.0617
O  -0.1481  0.1981  0.2219
O  -0.2391  0.2883  -0.2929
O  0.0092  -0.1149  0.246
O  -0.1886  -0.5084  0.0574
O  0.3449  -0.0559  0.1886
O  -0.0852  -0.0133  -0.3325
O  -0.2105  0.4783  -0.2166
O  0.1947  -0.0086  0.1881
O  -0.0293  0.2555  -0.3628
O  0.2356  0.2273  0.0534
O  0.1303  -0.0397  -0.049
O  0.2531  -0.2198  -0.0921
O  -0.4136  0.0224  0.2023
O  -0.1953  0.0973  0.0079
O  0.003  0.0153  0.1043
O  0.0505  -0.103  0.0275
O  -0.0352  -0.2662  -0.1245
O  -0.027  -0.2799  -0.1241
O  0.2067  -0.1081  0.1665
O  -0.0187  -0.044  -0.1074
O  -0.1366  0.0146  0.1133
O  0.1332  0.33  0.1968
O  -0.0984  0.0541  -0.1691
O  -0.3264  -0.3081  -0.1082
O  -0.2579  -0.1227  0.188
O  0.1023  -0.0874  0.0676

The program warned: the cutoff lies below the one the program advises for these potential files; the forces do not sum to zero within the program's tolerance; empty levels may hold ghost states of the PAW files; the exchange-correlation potential is rough where the density is thin.
